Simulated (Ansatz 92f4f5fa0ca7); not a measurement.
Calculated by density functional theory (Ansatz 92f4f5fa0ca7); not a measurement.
Periodic cell of 226 atoms, Si134O92, from a study of silicon, its oxide and their interface. The atomic structure is a simulated model.
Doubt: the cutoff is far below the 930 eV that the study's wrapper takes by default for these files, so forces and energies are approximate.
This geometry differs little from another in the collection (a relaxation step or a small displacement).

Settings
functional: PBE
potential files: Ansatz PAW
basis: plane waves
wave-function cutoff: 580 eV
density cutoff ratio: 5
exchange-correlation grid ratio: 1
k mesh: 1 x 1 x 1, Gamma-centred
self-consistency stop: 5e-08 eV per atom in the density residual
occupations: fixed
spin: none
net charge: 0

Cell vectors (angstrom)
a 10.938 0 0
b 0 10.938 0
c 0 0 32.8196

Atoms: element, x, y, z (angstrom)
Si 0.1111 -0.318 25.5353
Si 5.9965 -0.4875 25.32
Si 2.7891 2.688 25.1125
Si 8.0051 3.3546 25.0057
Si -0.4897 6.1809 25.3812
Si 5.4011 5.2048 25.2708
Si 2.6418 8.6401 25.4202
Si 8.1546 8.2432 25.8591
Si 1.2732 1.4771 26.5394
Si 6.9946 1.4422 26.3356
Si 4.0905 3.9167 26.6938
Si 9.5003 4.3329 26.5807
Si 1.4337 6.9181 26.5745
Si 6.5876 6.7755 26.7105
Si 4.2088 9.7188 26.7782
Si 9.6156 9.5723 27.039
Si 2.6904 0.1272 28.008
Si 8.1623 0.1221 28.0393
Si -0.0746 2.8346 27.9562
Si 5.5651 2.6314 27.9705
Si 2.7309 5.4327 27.9709
Si 8.1004 5.5183 28.051
Si 0.1063 8.1342 28.1373
Si 5.3992 8.223 28.1045
Si 4.1018 1.3673 29.4014
Si 9.5708 1.3673 29.4014
Si 1.3673 4.1018 29.4014
Si 6.8362 4.1018 29.4014
Si 4.1018 6.8362 29.4014
Si 9.5708 6.8362 29.4014
Si 1.3673 9.5708 29.4014
Si 6.8362 9.5708 29.4014
Si 0 0 30.7686
Si 5.469 0 30.7686
Si 2.7345 2.7345 30.7686
Si 8.2035 2.7345 30.7686
Si 0 5.469 30.7686
Si 5.469 5.469 30.7686
Si 2.7345 8.2035 30.7686
Si 8.2035 8.2035 30.7686
Si 1.3673 1.3673 32.1359
Si 6.8362 1.3673 32.1359
Si 4.1018 4.1018 32.1359
Si 9.5708 4.1018 32.1359
Si 1.3673 6.8362 32.1359
Si 6.8362 6.8362 32.1359
Si 4.1018 9.5708 32.1359
Si 9.5708 9.5708 32.1359
Si 2.7345 0 0.6835
Si 8.2035 0 0.6835
Si 0 2.7345 0.6835
Si 5.469 2.7345 0.6835
Si 2.7345 5.469 0.6835
Si 8.2035 5.469 0.6835
Si 0 8.2035 0.6835
Si 5.469 8.2035 0.6835
Si 4.1018 1.3673 2.0507
Si 9.5708 1.3673 2.0507
Si 1.3673 4.1018 2.0507
Si 6.8362 4.1018 2.0507
Si 4.1018 6.8362 2.0507
Si 9.5708 6.8362 2.0507
Si 1.3673 9.5708 2.0507
Si 6.8362 9.5708 2.0507
Si 0 0 3.418
Si 5.469 0 3.418
Si 2.7345 2.7345 3.418
Si 8.2035 2.7345 3.418
Si 0 5.469 3.418
Si 5.469 5.469 3.418
Si 2.7345 8.2035 3.418
Si 8.2035 8.2035 3.418
Si 1.3346 1.3676 4.7745
Si 6.8728 1.4101 4.7376
Si 4.1808 4.0437 4.8266
Si 9.5526 4.0693 4.7675
Si 1.4466 6.7636 4.8462
Si 6.8238 6.8613 4.7804
Si 4.1373 9.4741 4.7846
Si 9.5906 9.4901 4.775
Si 2.686 -0.1137 6.0128
Si 8.1281 -0.0701 5.9954
Si -0.1195 2.6512 6.1659
Si 5.6332 2.7626 6.2437
Si 2.78 5.2731 6.2745
Si 8.2117 5.508 6.0878
Si 0.0122 8.0955 6.1967
Si 5.4855 8.1276 6.2808
Si 4.3154 1.0774 7.1506
Si 9.6185 1.0034 7.421
Si 1.1135 4.0707 7.5495
Si 6.8423 4.4054 7.6561
Si 4.2154 6.5984 7.624
Si 9.8769 6.4378 7.4818
Si 1.0724 9.75 7.4397
Si 6.573 9.8869 7.4561
O 5.5717 5.6528 8.4889
O 0.0059 0.038 7.4821
O 3.4243 12.8672 8.1943
O 5.1095 7.3775 10.6435
O 1.3656 9.6365 25.0541
O 6.6517 4.2705 24.7143
O 7.2307 9.3601 25.0552
O -0.0981 7.0612 21.3531
O 7.4068 9.8819 8.8546
O 0.0897 5.3176 7.8869
O 1.2259 9.2908 9.0261
O 7.8857 4.277 8.9459
O 9.1782 6.6755 8.9712
O 5.1704 -0.2069 7.694
O 3.3158 7.2003 8.8873
O 9.046 1.1383 8.9296
O 5.3274 -0.5107 23.8198
O 8.7565 3.3532 23.5143
O 10.8274 5.8567 23.8484
O 4.404 5.6285 23.989
O 9.2487 7.2923 25.0577
O 3.4963 1.6284 24.0227
O 3.4844 8.386 24.0074
O 10.1574 -0.0012 24.1715
Si 10.5702 2.3068 13.8333
Si 2.4838 13.0618 9.4728
Si 7.1188 8.1675 14.2307
Si 9.4898 1.6258 20.3197
Si 2.1422 5.9623 12.3791
Si -0.6466 4.9424 12.5097
Si 9.95 5.9433 17.9143
Si 4.328 -1.5363 23.0244
Si 1.1826 8.2484 18.1931
Si 6.19 3.6323 15.7514
Si 5.8358 -2.5651 20.4834
Si 14.7622 3.7929 11.4923
Si 7.6776 0.4425 9.6626
Si 5.7464 5.9419 10.2426
Si -0.117 8.6218 20.8506
Si 3.2779 3.2709 20.6234
Si 9.0622 3.9862 22.0224
Si 8.5607 5.4746 9.9036
Si 7.5537 -0.917 16.5083
Si 3.6608 -6.6881 14.3415
Si 8.2261 -0.9969 19.4885
Si 8.2142 -0.8021 12.5449
Si 1.6567 2.3742 16.0294
Si 11.284 10.3493 13.0997
Si 4.8906 8.9567 15.8554
Si -0.0675 0.0778 22.7018
Si 8.4842 5.5555 15.1096
Si 1.9289 10.1213 15.7459
Si 13.774 11.9281 22.6395
Si 1.8282 -0.8123 10.3106
Si 0.3996 5.8439 22.3245
Si 3.1603 4.9595 23.1276
Si 4.1184 7.1639 18.1968
Si 0.7569 3.3532 18.8456
Si 18.6324 12.2354 14.6394
Si -3.3252 5.735 20.1409
Si 3.5703 -3.0673 10.3999
Si 5.3349 -6.7127 18.6547
O 8.6591 2.8998 20.8756
O 8.0057 -1.9956 15.3748
O 11.2071 9.5243 22.1502
O 12.1775 11.9501 22.916
O 4.4022 3.1794 19.4681
O 1.742 11.7021 9.9413
O 14.4359 2.4709 10.6722
O -5.7926 8.5149 21.9485
O 5.0941 4.6427 10.9179
O 9.3415 9.0474 20.2855
O 7.6576 -6.6366 15.6987
O 1.1061 9.7017 14.3955
O 1.4634 3.3241 8.999
O 1.0377 9.8675 11.7013
O 9.5745 4.9459 11.0401
O -2.3941 0.6059 19.488
O 6.4806 1.4425 9.6416
O 6.7992 -3.8525 20.4614
O 5.7664 3.4267 17.306
O 3.2878 -0.528 22.2957
O -1.2067 9.9161 13.1244
O 8.2007 -1.4134 17.913
O -7.4866 9.6098 15.5843
O 3.1362 1.796 21.2732
O -7.5829 -1.4523 10.4194
O 6.6455 4.5825 19.5353
O 2.7772 14.2661 15.3355
O -3.6598 6.1085 10.6712
O 10.9058 3.4553 12.727
O 8.1008 0.5602 16.0587
O 11.9365 8.9042 19.6843
O 2.8799 5.6183 13.8217
O 9.3383 5.2136 13.7782
O -2.7753 5.2882 21.6211
O 1.5956 2.7453 17.5985
O 4.4894 5.597 18.3885
O 11.1657 13.6243 15.3059
O 11.3649 1.0301 13.2247
O 10.7321 2.1566 19.413
O 7.5386 -2.2959 12.7242
O 2.0345 5.94 22.4466
O 7.3159 0.1828 13.518
O 10.6445 4.4329 21.8064
O 7.3867 6.6086 14.5494
O 5.5277 8.4825 14.4312
O 12.1856 -1.512 17.0622
O 10.8411 7.2897 17.9787
O -4.561 2.2244 14.9388
O 2.3055 3.9468 24.1228
O 8.9675 13.0656 14.0384
O -1.4963 -4.9783 16.3604
O 8.2976 -0.1821 11.074
O 8.7449 6.0431 19.0068
O 5.0598 15.5468 15.0833
O 16.8449 10.0282 16.5793
O 3.8253 4.2349 21.8279
O 10.8346 4.6291 18.3142
O 6.7514 9.6881 20.1547
O 11.4711 6.073 12.5409
O 15.5945 8.1412 19.3865
O 2.5062 4.7472 11.3585
O 2.506 -3.6287 18.1378
O 4.7675 7.6284 16.7867
O 4.07 14.3071 13.0289
O 2.6546 7.316 11.6309
O 1.8564 3.7836 19.9866
O -1.0193 0.8162 21.6505
O 12.9419 0.7957 15.9094

Results
free energy: -137504.922 eV
free energy less fixed offsets of O -568.88, Si -635.61 eV per atom: 3.778 eV

Forces (eV/angstrom), in the order of the atoms: element, x, y, z
Si -0.0063 0.0061 0.007
Si 0.0119 -0.0289 -0.0183
Si -0.0066 -0.0052 0.0018
Si -0.0111 0.0032 -0.0376
Si -0.0451 -0.0003 -0.0295
Si 0.0022 0.0254 0.0274
Si -0.0005 0.0098 -0.0303
Si 0.0016 0.0062 0.013
Si 0.0047 -0.0053 -0.0125
Si 0.0037 0.0018 0.0022
Si -0.0044 -0.0033 -0.0111
Si 0.0161 -0.0006 0.0098
Si 0.023 -0.0015 0.0117
Si -0.0019 -0.0155 -0.0152
Si -0.002 0.0048 0.0142
Si -0.0075 -0.0036 -0.0097
Si -0.0065 0.0003 -0.0072
Si 0.0053 -0.0011 0.0036
Si -0.0038 -0.0005 -0.0017
Si 0 0.0038 0.006
Si 0.0006 -0.0009 0.001
Si -0.0101 0.0131 0.0005
Si -0.0112 0.0002 0.0088
Si 0.0065 -0.0023 0.0004
Si 0.2508 0.1076 -0.0348
Si -0.0295 0.6952 -0.0559
Si -0.2524 0.1356 -0.3492
Si -0.0418 -0.4336 -0.0037
Si -0.5194 -0.3508 0.1529
Si -0.1438 -0.2484 0.2133
Si 0.5558 0.4283 0.2678
Si -0.03 0.3348 -0.0671
Si 0.0669 -0.0083 -0.0807
Si -0.1229 -0.1162 0.0288
Si 0.1788 0.0623 -0.0665
Si 0.12 0.0699 0.072
Si -0.118 -0.1135 0.0381
Si -0.1256 -0.1351 -0.0317
Si 0.0442 0.0533 0.0605
Si 0.2081 0.1367 -0.0549
Si -0.0241 -0.0123 -0.0425
Si 0.0131 -0.0001 -0.0457
Si -0.0915 0.0386 0.0156
Si -0.0177 -0.0133 0.0191
Si -0.0792 0.0853 -0.0367
Si 0.0265 0.0262 -0.0363
Si 0.0637 -0.056 0.005
Si -0.0627 0.0207 0.0105
Si 0.0275 -0.0411 -0.0038
Si -0.0082 0.0279 -0.0059
Si 0.0152 -0.0557 0.0391
Si 0.0194 -0.0175 0.0185
Si 0.0582 -0.0022 -0.0053
Si 0.0793 -0.0549 0.0062
Si 0.0301 -0.0222 0.0345
Si -0.0521 0.0366 0.0492
Si -0.1191 -0.0783 0.0176
Si -0.0702 -0.0781 -0.0267
Si 0.0321 0.0592 0.014
Si 0.0427 0.0249 -0.0118
Si -0.1466 -0.0504 -0.0146
Si -0.1 0.0449 0.019
Si -0.0829 0.0499 0.0619
Si 0.1533 0.0675 0.0038
Si -0.151 -0.1889 -0.0448
Si -0.1295 0.0034 0.2037
Si 0.1156 -0.1066 0.2298
Si 0.1951 0.1591 -0.6919
Si 0.1605 -0.0661 0.296
Si -0.0376 -0.0077 0.1258
Si 0.1516 -0.4861 -0.0162
Si -0.0443 -0.0729 -0.2501
Si -0.006 -0.0095 -0.0303
Si 0.0099 -0.0219 0.0087
Si 0.0225 0.0105 -0.0171
Si 0.0189 0.0207 0.0238
Si 0.0055 -0.0115 -0.0098
Si 0.0056 0.0081 0.0251
Si -0.0171 -0.0139 -0.022
Si 0.0262 0.0041 -0.0002
Si 0.0729 0.043 -0.0044
Si -0.0678 -0.0283 -0.0207
Si -0.0467 0.0109 0.0094
Si -0.0184 -0.0247 0.0356
Si -0.0628 -0.0026 0.0047
Si -0.0102 -0.0232 -0.0373
Si 0.0007 0.0435 -0.0187
Si -0.0163 -0.0406 0.0194
Si 0.0295 -0.086 -0.0496
Si 0.1574 0.0391 -0.0368
Si 0.0008 -0.0088 -0.0181
Si 0.0864 0.027 0.0268
Si 0.0224 0.1154 -0.016
Si -0.0145 -0.0763 0.0565
Si -0.0389 0.0094 0.0506
Si -0.0288 0.0306 -0.0448
O 0.0154 0.0058 0.0512
O -0.0103 0.0173 -0.0064
O 0.0511 0.061 0.0091
O -0.0004 -0.0184 -0.0182
O 0.0059 -0.0035 0.0067
O 0.0102 0.0063 0.0109
O 0.0026 0.015 0.0012
O -0.0009 -0.0025 0.0115
O 0.0003 -0.0466 0.024
O 0.0079 0.0216 -0.0043
O -0.0007 -0.0164 0.0038
O -0.0339 -0.0037 -0.0281
O 0.0076 0.0223 -0.0231
O 0.0335 -0.0156 -0.004
O -0.0072 -0.0354 -0.0317
O 0.0186 -0.0106 0.0171
O 0.0039 0.0066 0.0143
O -0.0028 -0.0069 0.0317
O 0.0042 -0.0034 0.0076
O 0 -0.006 0.0017
O 0.0078 -0.0089 0.002
O 0.0006 0.0009 0.0101
O -0.0094 -0.0015 0.0197
O 0.0018 -0.0012 0.006
Si -0.0071 0.0003 0.0003
Si -0.0465 0.0297 -0.008
Si 0.0011 0.0049 -0.0041
Si -0.0001 0.0019 -0.0185
Si -0.0109 -0.0003 0.0045
Si 0.0025 -0.0009 0.0048
Si -0.0026 -0.0016 -0.0113
Si -0.0015 -0.0002 -0.0178
Si -0.0014 0.001 -0.0024
Si 0.0065 -0.005 -0.0044
Si 0.0008 -0.0005 -0.0184
Si -0.0348 0.0035 0.0341
Si -0.1029 0.0781 0.0936
Si 0.0046 0.0416 0.0008
Si -0.0028 0.0022 -0.018
Si -0.0001 0 -0.0164
Si 0.0005 0.003 -0.0221
Si 0.0033 -0.0157 0.023
Si 0.0007 0.0042 -0.0137
Si -0.0013 0.0014 0.0046
Si 0.0002 0.0011 -0.0101
Si 0.0313 0.0447 -0.0964
Si -0.0139 0.0051 -0.0098
Si -0.0143 -0.0058 0.002
Si 0.0169 0.003 -0.0231
Si 0.0027 -0.0012 -0.0175
Si -0.0004 -0.0024 -0.0076
Si -0.0264 -0.0207 -0.0227
Si 0.001 0.0011 -0.0174
Si -0.0067 -0.0486 0.0453
Si 0.0032 -0.0031 -0.0257
Si 0.0032 -0.0061 -0.0198
Si 0.0142 -0.0026 0.0123
Si 0.0036 0.0001 -0.0143
Si 0.0016 0.0036 -0.009
Si -0.0027 0.0009 -0.0163
Si -0.0117 0.017 0.0456
Si 0.0024 0.002 -0.0118
O -0.0014 0.0002 0.0043
O -0.0036 0.0052 0.0066
O 0.0004 0.0018 0.009
O -0.0054 -0.0008 0.0099
O -0.0027 -0.0028 0.0107
O -0.0379 -0.0308 -0.0517
O 0.0019 -0.031 0.0135
O -0.0034 0.0015 0.015
O 0.0558 0.0083 -0.0525
O 0.0015 -0.0009 0.0045
O 0.0044 0.0085 0.0006
O -0.0003 0 -0.0051
O 0.0114 0.0044 -0.0214
O 0.0099 0.0058 -0.0077
O 0.001 0.0012 -0.0081
O -0.0004 0.0029 0.0083
O 0.0303 -0.0402 -0.0177
O 0.0006 0.0008 0.0094
O -0.0023 0.0016 0.0024
O 0.0049 -0.0054 0.0109
O -0.0118 0.0081 -0.0021
O 0.0036 -0.0024 0.0007
O 0.0138 0.0131 -0.0121
O 0.0006 -0.0005 0.0076
O 0.0013 -0.0004 -0.0091
O 0.0007 -0.0009 0.0046
O 0.0162 0.0084 -0.0097
O -0.0141 -0.0008 -0.018
O -0.0022 0.0083 -0.0022
O 0.0004 -0.0025 0.0058
O -0.0022 0.0025 0.0129
O 0.0028 -0.0041 0.0064
O -0.0095 0.002 0.0091
O 0.0001 -0.0004 0.0107
O -0.0007 0.0049 0.0189
O 0.0059 -0.0141 0.0095
O -0.0017 0.0022 0.0042
O 0.001 0.0011 -0.0028
O -0.0038 -0.0027 0.0073
O 0.0021 -0.0091 0.0093
O -0.0035 0.0028 0.0151
O -0.0017 0.0069 0.0077
O 0.0012 0.0043 0.0101
O 0.0081 -0.0075 0.0045
O -0.0037 0.0024 -0.0012
O -0.0153 -0.0014 0.0128
O -0.009 -0.0033 0.0074
O -0.0015 0.0007 0.0001
O -0.0041 0.0006 0.0121
O -0.0019 0.0013 0.0042
O -0.0036 0.0033 -0.002
O -0.0421 -0.0227 0.0267
O -0.0017 0.0015 0.0099
O -0.0083 0.0089 -0.0037
O 0.0152 0.0165 0.0082
O -0.0019 0.0048 0.0123
O 0.0009 0.0011 0.0022
O -0.0007 0.0033 0.0111
O -0.0055 -0.0001 -0.001
O 0.0015 0.0053 0.0165
O -0.0049 0.0079 -0.0074
O -0.0321 -0.0011 0.0134
O 0.0162 -0.0208 -0.0088
O -0.0046 0.0023 0.0445
O 0.0162 0.0175 -0.0221
O 0 0.002 0.0027
O -0.0019 0.0033 0.0075
O 0.0013 0.0266 0.0016

The program warned: the cutoff lies below the one the program advises for these potential files; the exchange-correlation potential is rough where the density is thin.
